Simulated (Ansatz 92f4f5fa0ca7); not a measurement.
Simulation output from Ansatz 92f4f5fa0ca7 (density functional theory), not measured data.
Periodic cell of 220 atoms, Si132O88, from a study of silicon, its oxide and their interface. The atomic structure is a simulated model.

Settings
functional: r2SCAN
potential files: Ansatz PAW
basis: plane waves
wave-function cutoff: 800 eV
density cutoff ratio: 5
exchange-correlation grid ratio: 1
k mesh: 1 x 1 x 1, shifted by 0.5 0.5 0 of a step
self-consistency stop: 1e-10 eV per atom in the density residual
occupations: fixed
spin: none
net charge: 0

Cell vectors (angstrom)
a  10.888  0  0
b  0  10.888  0
c  0  0  32.0899

Atoms and the computed forces on them: element, x, y, z (angstrom), force x, y, z (eV/angstrom)
Si  -0.2962  0.7866  0.2808  0.0552  0.0464  0.2507
Si  0.4704  0.8721  -1.8977  -0.0295  0.035  0.0845
Si  -0.051  5.4577  -0.2332  -0.0051  0.0399  0.2426
Si  3.1604  7.8477  -0.0095  -0.0544  0.0088  0.1994
Si  5.9128  -0.3725  0.0556  0.087  -0.0784  0.1334
Si  8.6633  2.4011  0.2385  0.0805  -0.0407  0.0782
Si  5.3908  5.6734  -0.3152  -0.0127  0.0736  0.1198
Si  7.6521  8.7922  0.1671  -0.0354  0.0286  0.0502
Si  1.4859  1.6217  1.6169  -0.1353  -0.1306  0.0131
Si  3.7493  3.7311  1.4729  -0.0284  0.0048  0.1961
Si  1.4072  6.7477  1.1855  -0.0103  0.0937  -0.0459
Si  4.1884  9.5053  1.3254  0.0033  -0.0442  -0.0146
Si  6.8892  1.3282  1.3808  0.0335  -0.081  -0.0529
Si  9.6455  4.156  1.3932  -0.0206  -0.0155  -0.0242
Si  6.7716  6.8548  1.2848  0.0212  -0.0371  0.0108
Si  9.545  9.7434  1.3081  0.0605  -0.0223  0.0011
Si  0.0277  2.8728  2.9225  0.0662  -0.0415  0.0076
Si  2.7699  -0.0287  2.6947  -0.0538  0.0256  0.0356
Si  0.0367  8.2068  2.5314  0.014  -0.0416  0.0516
Si  2.6334  5.4015  2.72  0.0251  -0.0142  0.0258
Si  5.4399  2.6488  2.7053  -0.0399  0.0751  0.0643
Si  8.1897  0.0193  2.8335  -0.0061  0.0322  0.0068
Si  5.4422  8.1287  2.762  -0.0093  0.0354  0.0316
Si  8.1688  5.5015  2.6352  -0.0307  -0.0238  0.0282
Si  1.374  4.1709  4.2562  -0.0256  0.006  0.0142
Si  4.1164  1.3082  4.1076  0.0198  -0.0438  0.0349
Si  1.3651  9.5054  4.0119  -0.0149  0.0459  0.0086
Si  4.0413  6.7699  4.0573  -0.0387  0.0206  -0.004
Si  6.7914  4.1045  4.0055  0.0072  0.0113  -0.0031
Si  9.5273  1.4148  4.1474  0.0039  0.0026  0.0308
Si  6.814  9.4987  4.1177  0.0085  -0.0253  0.0373
Si  9.549  6.8653  3.9831  0.0304  -0.0084  0.0016
Si  0.0278  -0.0001  5.4144  0.0099  -0.0578  0.0203
Si  2.7605  2.7097  5.4716  -0.0265  -0.0278  -0.0035
Si  -0.0428  5.5363  5.4791  0.0077  -0.019  -0.0117
Si  2.705  8.1516  5.4211  0.0136  0.01  -0.0245
Si  5.4575  -0.0312  5.4779  0.0081  0.0146  -0.014
Si  8.1307  2.773  5.4446  -0.0312  -0.0398  -0.0232
Si  5.4303  5.4332  5.413  0.0325  0.0224  -0.0052
Si  8.2024  8.1582  5.4362  0.0327  0.0436  0.0176
Si  1.375  1.3445  6.8046  -0.0116  0.0243  0.0191
Si  4.1054  4.0791  6.823  -0.0039  -0.0072  0.0018
Si  1.3494  6.8389  6.8304  -0.0409  0.0047  -0.0009
Si  4.079  9.4988  6.8003  0.005  -0.0245  0.0123
Si  6.8048  1.3686  6.8065  0.0191  -0.0322  0.0154
Si  9.4997  4.1203  6.8014  0.04  0.0039  0.012
Si  6.8076  6.7945  6.778  -0.0137  -0.0025  0.0176
Si  9.5564  9.5342  6.7951  -0.0268  0.0265  0.0248
Si  -0.0237  2.7188  8.138  -0.0337  -0.0107  -0.0045
Si  2.7288  -0.0261  8.1606  0  -0.0049  -0.0002
Si  0.0057  8.185  8.1909  0.032  0.0013  -0.0205
Si  2.6938  5.428  8.1662  -0.0019  -0.0013  -0.0081
Si  5.4501  2.7106  8.1786  -0.0088  0.0084  -0.0183
Si  8.1877  0.0107  8.1539  0.0214  0.0086  -0.0121
Si  5.4559  8.1584  8.1655  0.0196  0.0019  -0.0118
Si  8.1459  5.448  8.1728  0.0009  -0.0048  -0.0093
Si  1.313  4.0555  9.5318  0.0015  -0.0138  -0.0134
Si  4.0682  1.3518  9.5134  -0.0106  -0.0006  -0.0078
Si  1.3758  9.5248  9.5459  -0.0207  -0.0081  -0.0001
Si  4.0697  6.7916  9.5032  0.0125  -0.0098  -0.014
Si  6.8325  4.0456  9.5297  -0.0075  0.0202  0.0077
Si  9.5275  1.3664  9.5446  0.0072  -0.0071  -0.0239
Si  6.8382  9.5411  9.5252  -0.0109  -0.0061  -0.0141
Si  9.5142  6.8125  9.5188  0.005  0.0067  -0.0173
Si  0.0131  0.0003  10.8883  0.0201  0.003  0.04
Si  2.6534  2.6539  10.8796  0.0102  0.0314  -0.0039
Si  -0.0758  5.4115  10.8912  0.0038  0.0266  -0.004
Si  2.7311  8.1509  10.8976  0.0094  -0.0072  0.0215
Si  5.4804  0.0485  10.8623  -0.0023  -0.0087  -0.0098
Si  8.1749  2.705  10.952  0.0114  -0.0085  0.0315
Si  5.4337  5.4011  10.812  -0.0048  -0.0273  0.0102
Si  8.2116  8.1875  10.9053  0.0035  -0.002  -0.0054
Si  1.3322  1.2918  12.3328  -0.0188  0.0462  -0.02
Si  4.0643  4.0178  12.1337  -0.0298  -0.0039  -0.0533
Si  1.3061  6.7613  12.201  0.0106  -0.028  -0.0167
Si  4.1482  9.5617  12.18  0.0076  -0.0116  -0.041
Si  6.7828  1.3845  12.3326  -0.0303  0.024  -0.0545
Si  9.4879  4.072  12.3618  0.0149  -0.0162  -0.0236
Si  6.8067  6.7594  12.134  -0.0016  0.0104  -0.0379
Si  9.6026  9.5489  12.2988  -0.0076  -0.0262  -0.0388
Si  0.0792  2.7834  13.7269  0.0488  0.0319  -0.0793
Si  2.8032  -0.0796  13.627  -0.0058  0.0068  -0.0177
Si  0.0634  8.126  13.656  -0.0471  0.008  -0.0377
Si  2.7201  5.381  13.453  -0.018  -0.0046  -0.0103
Si  5.3417  2.7629  13.6518  -0.0083  -0.0461  -0.0001
Si  8.1299  -0.0522  13.6347  0.0061  0.0252  0.0113
Si  5.497  8.1498  13.4577  -0.0178  0.013  -0.0454
Si  7.9821  5.4184  13.6554  0.0544  0.0279  -0.0071
Si  1.7788  3.8321  14.9368  -0.0448  -0.0158  -0.141
Si  3.8911  1.4875  15.0345  -0.0225  0.0755  -0.2117
Si  1.8464  9.1074  14.9365  0.0124  -0.048  -0.1802
Si  4.0399  6.8327  14.6447  0.0395  -0.0025  -0.0853
Si  6.1521  4.5503  14.9942  -0.0078  -0.0528  -0.047
Si  8.9616  1.1191  15.4705  0.0305  -0.0192  -0.1844
Si  7.054  9.1678  14.8595  0.0373  -0.0261  -0.1488
Si  9.2629  6.9759  14.8338  -0.0402  0.0111  -0.1661
Si  26.1323  -40.0785  25.1917  -0.007  -0.011  0.0899
Si  11.0131  10.4424  17.2337  0.0244  -0.0442  -0.2156
Si  4.4021  0.4969  21.2301  0.0486  0.0008  -0.1408
Si  12.0876  -12.8363  29.8929  -0.0182  -0.029  0.224
Si  13.0411  -6.0851  26.8569  -0.0737  0.0196  0.173
Si  10.6938  12.5372  19.2596  -0.0253  0.0152  -0.1727
Si  -27.6482  11.6098  26.3943  0.032  -0.0218  0.1844
Si  2.4253  7.9801  23.0481  -0.0213  0.0045  0.0098
Si  13.1863  10.1285  25.3949  0.0011  -0.0595  0.1296
Si  17.1417  -9.1362  19.2086  -0.0183  -0.0005  -0.1997
Si  11.1515  5.6531  17.0128  -0.0015  -0.0355  -0.2324
Si  0.3691  -5.0685  23.0203  -0.0145  -0.0237  0.0466
Si  -0.3365  3.7762  25.3049  -0.0135  0.0315  0.1163
Si  9.069  14.3883  27.7782  0.0015  -0.0497  0.1739
Si  9.5483  -0.1717  21.5992  0.0088  0.0548  -0.0591
Si  9.1848  -28.5492  18.5547  -0.0023  -0.0086  -0.1682
Si  1.2523  -24.8376  27.0717  -0.0583  0.0003  0.1721
Si  2.958  -30.0349  22.7191  0.0184  -0.0102  -0.027
Si  -4.1543  9.8274  22.4157  0.0189  0.0017  -0.0075
Si  16.7951  -9.9927  29.2983  0.0201  -0.0102  0.2013
Si  48.984  -11.2073  17.2178  0.0172  0.0146  -0.2612
Si  9.3038  8.6124  27.2851  0.032  -0.0059  0.1455
Si  11.1382  -18.4252  21.5493  -0.0402  -0.0431  -0.1214
Si  -16.6798  18.2985  21.507  -0.0209  0.0467  -0.1005
Si  -28.8496  8.9542  19.3215  0.004  0.0563  -0.1882
Si  10.897  -2.8884  21.3857  -0.0081  -0.0231  -0.1412
Si  20.2875  7.6775  30.1613  0.0288  -0.0798  0.1702
Si  7.6508  -11.7451  25.3309  0.0245  -0.0334  0.1313
Si  -2.823  3.333  21.0752  0.0145  0.0326  -0.192
Si  5.4235  15.3008  22.5261  0.0376  -0.0432  0.0046
Si  -2.0052  22.3688  28.4258  0.0334  0.027  0.1505
Si  21.2849  0.6675  24.5121  -0.0424  -0.0063  0.0432
Si  11.7589  -2.8912  18.6419  0.025  0.0094  -0.2096
Si  0.9154  -18.0146  29.419  -0.043  0.0074  0.2244
Si  28.8136  -18.4432  16.7771  0.0003  -0.0084  -0.1821
Si  17.8826  3.6928  29.9205  0.0514  0.0029  0.2007
O  -3.1259  4.0891  -3.551  0.0148  0.0309  -0.1102
O  -15.5125  -5.8694  -1.5479  0.0167  -0.0315  -0.1161
O  -0.3232  -5.991  -7.9521  -0.0012  0.0026  -0.0223
O  4.2914  -4.0455  -0.6919  0.0573  -0.0323  -0.0288
O  7.1144  -23.2093  -8.1569  -0.0225  -0.0191  -0.0362
O  14.5393  0.0983  -6.356  -0.0474  -0.0108  -0.0574
O  22.6364  -6.2974  -1.2749  0.0521  -0.0999  -0.1594
O  -0.9113  17.0988  -16.0214  0.0257  -0.0491  0.1063
O  1.4744  -13.2659  -10.2329  0.0232  0.0332  0.0141
O  13.8665  7.9422  -16.7353  -0.0251  0.0169  0.0802
O  17.0088  -29.7506  -14.0204  -0.0398  -0.048  0.1794
O  18.9208  -2.586  -1.3574  -0.0028  0.0334  -0.0774
O  15.3911  15.2946  0.1958  0.0483  -0.0082  -0.0763
O  9.8467  0.9827  -2.4545  -0.0478  0.0067  -0.1417
O  14.8199  7.7602  22.5631  -0.0073  -0.0056  0.0328
O  1.1798  4.5681  16.2609  -0.0022  0.0562  0.1443
O  14.7192  -0.7514  20.411  -0.0213  0.0338  0.0914
O  29.9495  4.349  17.3289  0.0732  0.0565  0.1377
O  20.8602  11.5594  20.3047  -0.036  -0.0514  0.0733
O  -1.2312  10.9352  16.4909  0.0244  -0.0124  0.1167
O  21.2417  14.6897  28.7122  -0.0267  0.0164  -0.0931
O  -12.897  1.9048  27.4778  0.001  -0.0026  -0.0798
O  -0.264  -2.8297  26.5121  0.0112  0.0091  -0.0647
O  12.1904  -0.9003  16.212  -0.0287  0.0386  0.1379
O  7.7417  1.9748  16.1506  -0.0095  0.0646  0.0776
O  23.8065  4.4152  28.4365  0.0543  0.0364  -0.1314
O  18.387  2.0802  20.1934  0.0438  -0.0058  0.1145
O  35.8963  1.1744  22.0903  -0.0291  0.0077  0.0467
O  5.3189  4.3199  24.1652  0.0262  0.0291  -0.0089
O  11.8051  32.7623  25.1472  -0.0025  0.0127  -0.0213
O  -10.2084  2.7167  20.1154  0.0451  0.0624  0.0832
O  -5.3862  5.8798  21.8394  -0.0031  -0.014  0.0234
O  2.8035  -8.2341  15.4809  -0.0067  -0.0095  0.0895
O  7.3897  -21.4497  28.9546  0.0029  -0.016  -0.0465
O  10.1292  2.1395  14.9944  -0.0432  -0.0132  0.0213
O  17.2502  0.3726  18.3589  0.0371  0.0429  0.1189
O  12.6473  -15.2346  23.5237  0.0175  0.0022  0.0125
O  29.8977  13.959  30.9149  -0.046  0.0611  -0.1171
O  27.2624  10.8509  22.3041  0.0023  0.008  0.045
O  6.3952  -1.0839  16.1903  -0.0738  0.0308  0.175
O  -0.5957  -36.5326  22.526  -0.005  0.0037  0.0177
O  13.4031  -12.6209  24.1328  0.0169  -0.0103  -0.0407
O  4.5413  0.7733  16.3747  0.0602  -0.0331  0.1589
O  -1.8591  0.0042  25.1303  0.0305  0.0321  -0.0131
O  9.8911  9.2033  21.2492  -0.0205  -0.0153  0.018
O  1.1572  -14.8823  17.5023  0.0247  0.0387  0.0774
O  -1.1396  6.2732  30.9111  -0.0883  0.0521  -0.1096
O  -8.4642  -24.027  30.8715  -0.0206  0.043  -0.1395
O  13.1726  19.5508  18.9711  0.0291  0.0082  0.0783
O  23.0439  7.8868  28.6826  0.0199  -0.0237  -0.1041
O  11.9614  3.8871  26.081  -0.0076  -0.0359  -0.0646
O  12.2354  -8.1001  22.6025  0.0141  0.0256  0.0355
O  5.9407  -8.3949  29.6136  -0.0514  0.0088  -0.0551
O  6.3561  -24.2391  21.6919  -0.0017  -0.014  0.0198
O  10.4887  5.0107  18.329  -0.0438  -0.0265  0.1211
O  9.6029  13.4313  18.4677  0.0264  -0.0553  0.0413
O  17.2995  -0.0081  25.958  0.0117  -0.008  -0.0689
O  -7.6566  -19.0543  24.3024  -0.0178  -0.0167  -0.0129
O  6.8561  -7.1542  22.0832  -0.0544  0.0056  0.0474
O  26.2956  -1.4299  17.9551  -0.0475  -0.0517  0.1088
O  -7.2657  -17.3186  26.2603  0.0624  -0.0243  -0.0546
O  10.3385  -10.5413  22.9176  0.0275  0.006  0.0071
O  2.1284  -1.7907  26.6289  0.0352  0.054  -0.0724
O  5.0554  5.7461  15.451  0.0041  -0.0084  0.002
O  9.3399  -6.7292  26.3252  0.0188  0.023  -0.0947
O  10.6304  -2.2183  30.5644  0.0045  0.0042  -0.0669
O  -5.7404  -30.3736  25.9708  -0.0012  0.0484  -0.0582
O  12.1616  -11.2657  29.5196  0.0044  0.0607  -0.0804
O  15.8292  0.6223  28.025  -0.0341  0.0006  -0.1624
O  13.496  13.5499  33.021  0.0971  0.0797  -0.079
O  10.3511  -19.5084  24.7661  -0.0007  -0.0325  -0.0421
O  7.9512  10.6837  21.7925  -0.02  0.0208  0.0193
O  -1.3662  -7.8479  21.8089  0.0062  -0.0249  0.0846
O  11.5297  0.7731  18.1855  0.0153  0.0501  0.1195
O  -5.9189  12.4862  20.1782  -0.0524  0.0038  0.0951
O  -2.4251  4.4668  19.9667  -0.0295  0.0196  0.1176
O  -2.849  -2.1365  26.283  -0.0668  0.0124  -0.0779
O  11.4268  4.936  21.6627  0.0318  0.0181  -0.0116
O  1.2846  2.2208  29.7756  0.0323  -0.033  -0.0574
O  32.4884  -1.7612  18.1211  -0.0139  -0.018  0.0878
O  1.8357  6.3849  26.6416  0.0239  -0.0193  -0.0575
O  -12.2441  -0.7546  27.8194  0.0067  -0.011  -0.0813
O  -13.5844  -2.7881  15.3764  0.0071  0.0047  0.0646
O  -17.24  29.426  19.9893  0.035  -0.0678  0.0808
O  0.2082  -25.3508  19.9408  -0.0418  -0.0075  0.1285
O  -1.745  -14.1701  28.5593  -0.0093  -0.0008  -0.1276
O  5.4294  10.9789  30.6289  -0.0294  0.0375  -0.1631
O  4.029  -18.0941  22.0322  -0.0057  0.0043  -0.0248

Results
free energy: -134622.621 eV
free energy less fixed offsets of O -570.45, Si -639.56 eV per atom: -1.101 eV

The program warned: the cutoff lies below the one the program advises for these potential files; the forces do not sum to zero within the program's tolerance; empty levels may hold ghost states of the PAW files; the exchange-correlation potential is rough where the density is thin.
